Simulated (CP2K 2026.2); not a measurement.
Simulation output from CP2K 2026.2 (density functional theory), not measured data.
Periodic cell of 504 atoms, Si360O144, from a study of silicon, its oxide and their interface. The atomic structure is a simulated model.
Doubt: the forces sum to 2.02 eV/angstrom along one axis rather than to zero, so they err by at least 0.0040 eV/angstrom per atom on average; the grid cutoff is modest.

Settings
functional: PBE
method: Gaussian and plane waves
basis set: DZVP-MOLOPT-SR-GTH
pseudopotentials: GTH-PBE
grid cutoff: 350 Ry, relative cutoff 50 Ry
k points: Gamma only
occupations: fixed
spin: none
net charge: 0

Cell vectors (angstrom)
a 16.32 0 0
b 0 16.32 0
c 5.4032 -8.0714 33.6699

Atoms and the computed forces on them: element, x, y, z (angstrom), force x, y, z (eV/angstrom)
Si 1.174 15.032 0.27 0.219 -0.111 0.7
Si 3.89 1.588 0.216 0.07 -0.203 0.755
Si 7.133 -4.206 33.617 -0.28 0.21 0.669
Si 3.913 7.113 0.002 0.116 -0.205 0.735
Si 1.675 9.315 0.039 -0.2 0.08 0.713
Si 4.466 11.839 0.143 -0.127 0.179 0.778
Si 6.899 14.781 0.04 -0.2 0.222 0.715
Si 14.558 -6.357 33.65 0.177 -0.204 0.742
Si 6.876 3.877 0.092 -0.117 0.198 0.733
Si 15.104 -1.604 33.569 -0.113 0.205 0.721
Si 6.703 9.765 0.447 -0.089 -0.041 0.611
Si 9.123 12.547 0.125 0.248 -0.077 0.735
Si 17.962 6.596 33.645 -0.231 0.133 0.723
Si 15.335 0.978 0.147 -0.144 0.223 0.794
Si 17.401 -3.789 33.519 0.115 -0.132 0.712
Si 14.75 7.087 0.025 0.203 -0.287 0.681
Si 12.427 9.275 0.026 -0.262 0.214 0.671
Si 14.751 12.403 0.024 0.136 -0.198 0.744
Si 2.748 -0.036 1.454 -0.007 0.009 -0.053
Si 5.411 2.753 1.515 0.009 -0.002 -0.045
Si 2.779 5.48 1.309 -0.006 0.013 -0.054
Si 5.417 8.155 1.483 -0.024 0.004 -0.03
Si 2.797 10.818 1.431 0 -0.013 -0.071
Si 5.433 13.575 1.409 0.001 0.002 -0.072
Si 8.103 0.057 1.289 -0.003 -0.011 -0.038
Si 10.853 2.748 1.253 -0.011 0.016 -0.067
Si 8.144 5.419 1.323 0.012 -0.016 -0.029
Si 10.801 8.116 1.247 -0.018 -0.013 -0.042
Si 8.169 11.037 1.643 0.026 0.022 -0.037
Si 10.876 13.62 1.283 -0.003 0.001 -0.055
Si 13.634 -0.072 1.362 0.005 -0.019 -0.063
Si 16.387 2.75 1.257 0.01 0.006 -0.06
Si 13.598 5.405 1.206 -0.026 0.017 -0.058
Si 16.35 8.201 1.331 0.008 -0.002 -0.032
Si 13.567 10.863 1.335 -0.006 0.002 -0.031
Si 16.267 13.498 1.472 -0.019 -0.007 -0.054
Si 1.371 1.396 2.731 -0.013 -0.004 0.047
Si 4.083 4.172 2.786 -0.012 0.004 0.022
Si 1.347 6.781 2.681 0.025 0.013 0.006
Si 4.081 9.492 2.862 0.004 0.01 0.055
Si 1.395 12.185 2.747 -0.012 -0.021 0.022
Si 4.092 14.927 2.775 0.019 0.006 0.025
Si 6.784 1.335 2.766 0.013 -0.003 0.024
Si 9.52 4.075 2.698 0.006 -0.012 0.037
Si 6.828 6.78 2.731 -0.012 -0.016 0.001
Si 9.55 9.499 2.723 0.034 0.002 0.013
Si 6.769 12.349 2.915 -0.04 -0.003 0.051
Si 9.531 15.032 2.646 -0.007 0.005 0.015
Si 12.228 1.36 2.611 -0.013 -0.003 -0.006
Si 14.96 4.067 2.6 0.006 0.002 -0.008
Si 12.232 6.783 2.619 -0.002 0 0.031
Si 14.99 9.557 2.7 -0.006 0.002 0.017
Si 12.186 12.22 2.686 0.002 0 0.014
Si 14.934 14.91 2.802 0.021 0.017 0.041
Si 16.317 0.015 4.084 -0.009 -0.001 -0.023
Si 2.719 2.755 4.098 0.013 -0.014 -0.015
Si 16.296 5.418 4.02 0.006 0.003 -0.003
Si 2.681 8.117 4.123 0.01 -0.009 -0.018
Si 16.333 10.865 4.109 -0.01 -0.009 0.004
Si 2.713 13.581 4.111 0.003 -0.005 -0.006
Si 5.445 -0.021 4.127 0.015 -0.008 -0.004
Si 8.171 2.714 4.079 0.017 0.014 -0.003
Si 5.474 5.466 4.134 0 -0.005 0.018
Si 8.17 8.163 4.08 -0.014 0.012 0
Si 5.431 10.894 4.184 -0.01 -0.003 -0.009
Si 8.204 13.709 4.127 0.016 0.002 -0.009
Si 10.886 0.034 4.035 -0.006 -0.008 0
Si 13.6 2.715 3.985 -0.003 -0.006 0.004
Si 10.892 5.446 4.039 -0.012 0.01 -0.018
Si 13.6 8.151 4.004 -0.007 -0.007 -0.016
Si 10.895 10.853 4.087 -0.005 0.015 0.015
Si 13.547 13.557 4.097 -0.003 -0.005 0.005
Si 17.647 -1.388 16.321 -0.009 -0.003 -0.012
Si 4.074 1.349 16.311 0 -0.005 -0.007
Si 17.712 4.078 16.309 0.005 0.003 -0.011
Si 4.092 6.811 16.358 0.004 0.005 -0.003
Si 17.675 9.536 16.365 0.013 -0.004 -0.004
Si 4.061 12.22 16.38 -0.011 0.007 -0.008
Si 6.76 -1.385 16.323 -0.01 -0.022 -0.007
Si 9.521 1.361 16.256 -0.003 0.011 -0.015
Si 6.781 4.114 16.263 0.016 0.002 -0.02
Si 9.52 6.843 16.29 0.019 -0.02 -0.009
Si 6.787 9.51 16.368 0.008 -0.009 -0.002
Si 9.529 12.218 16.34 -0.012 -0.002 -0.006
Si 12.266 -1.388 16.307 -0.017 0.008 -0.016
Si 15.027 1.33 16.272 -0.004 -0.006 -0.015
Si 12.236 4.105 16.22 0.005 0.004 -0.031
Si 14.973 6.824 16.304 0.011 0.01 -0.003
Si 12.228 9.541 16.345 0.007 -0.005 -0.006
Si 14.967 12.235 16.377 -0.004 0.014 -0.01
Si 18.999 -0.016 17.642 0.008 0.008 0.02
Si 5.421 2.771 17.624 -0.001 0.012 -0.009
Si 19.085 5.401 17.699 0.005 -0.02 -0.016
Si 5.429 8.166 17.765 -0.018 -0.01 0.032
Si 19.023 10.87 17.777 -0.004 -0.01 -0.001
Si 5.419 -2.743 17.74 0.012 0.015 0.005
Si 8.118 0.035 17.597 0.013 0.003 -0.016
Si 10.935 2.709 17.561 -0.016 0 0.012
Si 8.156 5.465 17.599 -0.012 0.004 0.011
Si 10.845 8.198 17.699 -0.022 0.004 0.003
Si 8.155 10.875 17.716 0.002 0.026 -0.013
Si 10.913 -2.748 17.678 0.026 -0.003 0.01
Si 13.709 -0.068 17.614 0.019 -0.001 -0.014
Si 16.345 2.719 17.643 0.015 -0.019 0.016
Si 13.549 5.479 17.587 -0.006 -0.018 -0.005
Si 16.314 8.169 17.707 -0.024 -0.006 0.003
Si 13.579 10.89 17.731 0 0.015 0.016
Si 16.346 -2.749 17.762 0.021 0.002 -0.003
Si 17.722 1.386 19.032 0.017 -0.001 -0.021
Si 4.118 4.046 19.113 -0.03 0.017 0.008
Si 17.715 6.776 18.997 -0.003 0.007 -0.029
Si 4.069 9.542 19.17 0.03 -0.024 -0.005
Si 17.66 -4.124 19.191 -0.003 0.012 0.007
Si 3.969 -1.393 19.032 -0.029 -0.031 -0.024
Si 6.773 1.427 18.944 0.039 -0.012 -0.018
Si 9.544 4.071 18.859 0.001 0.001 -0.037
Si 6.821 6.751 19.056 0.018 -0.013 -0.036
Si 9.483 9.529 19.116 0.009 -0.005 0.01
Si 6.818 -4.098 19.104 -0.018 0.006 -0.009
Si 9.515 -1.311 18.887 -0.016 0.004 -0.026
Si 12.396 1.377 18.85 0.02 0.03 -0.056
Si 14.892 4.094 18.88 -0.019 -0.006 -0.044
Si 12.218 6.818 18.999 0.009 -0.01 -0.009
Si 14.91 9.495 19.088 -0.005 0 -0.038
Si 12.249 -4.069 19.144 0.001 0.002 -0.012
Si 14.984 -1.397 19.114 -0.028 0.009 0.023
Si 16.345 0.042 20.38 0.011 0.016 0.065
Si 19.061 2.717 20.502 -0.009 -0.011 0.045
Si 16.217 5.445 20.198 -0.004 0.003 0.019
Si 19.061 8.046 20.458 0.032 -0.005 0.025
Si 16.262 10.81 20.522 -0.002 0.008 0.064
Si 19.017 -2.763 20.571 0.037 0.013 0.055
Si 5.283 0.15 20.205 -0.045 0.047 0.02
Si 8.244 2.709 20.24 -0.009 0.001 0.062
Si 5.566 5.317 20.474 0.028 0.001 0.057
Si 8.131 8.134 20.455 -0.008 -0.018 0.067
Si 5.474 10.894 20.577 0.003 -0.001 0.04
Si 8.185 -2.596 20.318 0 -0.002 0.019
Si 11.016 0.017 20.076 0.02 -0.008 0.041
Si 13.641 2.736 20.312 -0.006 0.001 0.061
Si 10.857 5.411 20.252 -0.009 -0.02 0.054
Si 13.493 8.149 20.445 -0.008 0.032 0.043
Si 10.815 10.89 20.507 0.024 0.014 0.032
Si 13.669 -2.743 20.568 -0.011 -0.036 0.067
Si 17.848 -1.107 21.753 -0.167 -0.194 -0.725
Si 3.829 1.073 21.855 0.183 0.337 -0.694
Si 17.363 3.959 21.532 0.174 -0.041 -0.656
Si 4.381 6.872 21.741 -0.199 -0.122 -0.711
Si 17.379 9.113 21.702 0.205 0.214 -0.721
Si 4.495 -3.678 21.876 -0.409 -0.386 -0.586
Si 6.569 -1.283 21.396 0.285 0.064 -0.654
Si 9.947 1.585 21.356 -0.156 -0.001 -0.781
Si 7.254 4.176 21.751 -0.3 -0.12 -0.684
Si 9.332 6.51 21.632 0.132 0.154 -0.791
Si 6.536 9.187 21.851 0.163 0.216 -0.731
Si 9.755 -3.677 21.672 -0.261 -0.282 -0.642
Si 12.007 -1.434 21.597 0.358 0.088 -0.654
Si 15.252 1.678 21.658 -0.125 -0.121 -0.699
Si 12.017 3.868 21.559 0.206 0.182 -0.766
Si 15.092 6.919 21.631 -0.258 -0.126 -0.724
Si 12.316 9.67 21.853 -0.181 -0.217 -0.711
Si 14.65 -4.483 21.927 0.174 0.308 -0.71
Si 18.796 5.691 23.779 0.097 0.027 -0.042
Si 11.016 8.201 28.685 -0.1 -0.058 -0.012
Si 8.548 -2.86 24.224 -0.035 -0.041 -0.068
Si 16.746 6.933 30.79 0.012 -0.042 0.17
Si 10.627 5.078 28.519 0.081 -0.073 0.093
Si 18.74 9.425 27.145 -0.141 0.051 -0.058
Si 20.196 -7.06 30.796 0.043 -0.082 0.038
Si 5.336 -1.281 26.471 0.075 0.072 -0.054
Si 13.555 9.488 28.271 0.129 -0.003 0.132
Si 17.833 8.627 24.514 0.018 0.067 -0.008
Si 8.314 0.083 23.49 -0.099 0.015 -0.012
Si 18.33 0.091 29.159 0.025 0.048 -0.049
Si 17.987 -5.122 30.689 0.029 0.01 0.115
Si 9.258 8.759 26.405 -0.07 -0.019 -0.122
Si 13.76 0.371 31.772 0.044 -0.136 -0.031
Si 12.631 -1.053 24.504 -0.048 0.014 0.062
Si 10.633 -2.69 26.183 0.033 0.072 -0.053
Si 14.94 3.867 25.922 -0.002 -0.078 -0.078
Si 7.719 6.443 31.158 0.01 0.05 0.038
Si 6.976 9.88 24.885 0.049 -0.116 -0.154
Si 8.931 1.459 29.171 0.062 0.113 0.001
Si 19.69 -4.269 28.329 0.027 0.103 0.051
Si 7.246 2.698 24.602 0.043 0.021 -0.21
Si 13.284 3.612 28.524 -0.069 -0.015 0.025
Si 6.522 8.509 27.199 0.045 -0.047 0.113
Si 11.081 7.746 23.991 -0.009 0.067 -0.083
Si 18.83 -1.686 27.002 -0.059 0.003 -0.034
Si 5.244 2.51 31.534 0.004 0.03 0.078
Si 17.947 4.442 26.281 -0.104 -0.035 -0.135
Si 11.851 -2.052 28.642 -0.024 -0.103 0.081
Si 9.104 3.988 30.804 0.062 -0.068 0.111
Si 12.058 0.779 29.232 0.027 0.138 0.012
Si 20.626 -0.319 30.93 0.114 -0.014 0.099
Si 5.934 -5.355 29.076 -0.071 0.075 -0.12
Si 7.713 -3.56 30.72 -0.029 0.066 0.216
Si 16.128 8.74 26.808 0.093 -0.025 -0.018
Si 16.447 1.771 30.916 0.091 -0.029 0.127
Si 5.649 -3.705 24.619 -0.1 0.01 -0.182
Si 13.331 5.59 23.859 -0.011 0.029 -0.174
Si 4.782 1.251 24.922 -0.086 -0.063 -0.118
Si 15.157 4.261 30.859 0.037 0.008 0.042
Si 5.302 6.979 29.476 0.115 0.022 0.065
Si 8.202 3.661 27.216 -0.031 -0.083 0.037
Si 14.811 0.933 24.632 -0.026 -0.009 -0.065
Si 16.918 -1.33 24.72 -0.033 0.037 -0.127
Si 12.931 -4.216 26.943 0.071 0.14 -0.062
Si 5.461 3.967 28.776 -0.023 -0.049 0.024
Si 6.848 -0.94 29.129 -0.099 -0.049 -0.052
Si 19.535 2.26 27.322 0.091 -0.019 -0.005
Si 15.44 -6.648 30.642 -0.032 0.019 0.165
Si 14.761 -3.355 24.771 -0.071 -0.071 -0.021
Si 10.434 8.081 31.614 0.027 -0.088 0.113
Si 17.925 6.836 28.138 -0.164 0.145 -0.034
Si 10.584 -2.769 31.463 -0.066 0.046 0.038
Si 1.355 14.969 5.443 -0.004 0.01 0.01
Si 4.079 1.372 5.445 -0.007 0.001 0.006
Si 1.332 4.091 5.432 -0.001 0.009 0.006
Si 4.082 6.802 5.474 0.007 0.005 0.015
Si 1.341 9.493 5.473 0.002 0.002 0.013
Si 4.056 12.244 5.505 0.008 0.002 0.011
Si 6.822 14.999 5.505 0.006 0.005 0.019
Si 9.538 1.37 5.434 -0.015 -0.013 0.009
Si 6.818 4.07 5.455 0.007 -0.011 0.012
Si 9.536 6.796 5.425 0.014 -0.008 -0.009
Si 6.821 9.515 5.47 -0.006 -0.005 0.021
Si 9.532 12.252 5.426 -0.006 -0.014 0.004
Si 12.214 14.966 5.42 -0.007 0.003 0.015
Si 14.936 1.374 5.409 -0.004 0 0.003
Si 12.255 4.076 5.384 -0.004 -0.009 0.004
Si 14.948 6.792 5.387 0.009 0.008 0.008
Si 12.271 9.503 5.422 0.013 -0.005 0.004
Si 14.952 12.229 5.445 0.012 0.011 0.012
Si 2.722 0.005 6.803 -0.001 -0.001 -0.002
Si 5.447 2.719 6.811 0.014 -0.003 0.003
Si 2.708 5.433 6.805 0 -0.008 -0.003
Si 5.443 8.166 6.823 -0.008 0.01 0.001
Si 2.698 10.866 6.831 -0.004 -0.002 0.003
Si 5.449 13.608 6.827 0.008 0.003 -0.002
Si 8.183 0.037 6.833 0.004 0.001 0.006
Si 10.903 2.731 6.78 -0.005 -0.002 -0.001
Si 8.179 5.441 6.8 -0.007 0 0.001
Si 10.894 8.158 6.785 -0.004 0.007 0.004
Si 8.177 10.895 6.803 -0.005 0.002 0.005
Si 10.879 13.605 6.802 -0.001 0.008 -0.007
Si 13.587 0.005 6.776 0.002 0 0
Si 16.299 2.724 6.787 -0.003 -0.003 -0.003
Si 13.601 5.434 6.765 -0.001 -0.002 -0.007
Si 16.293 8.132 6.799 -0.005 -0.003 0
Si 13.61 10.861 6.805 0.004 -0.012 0.003
Si 16.31 13.604 6.796 -0.013 0.001 0.002
Si 1.349 1.364 8.148 -0.003 0 0.001
Si 4.075 4.077 8.16 -0.01 -0.007 -0.007
Si 1.352 6.795 8.162 -0.001 0.004 -0.007
Si 4.079 9.522 8.18 0.006 0.001 0.007
Si 1.343 12.241 8.169 0.003 -0.003 -0.005
Si 4.083 -1.35 8.173 0.005 0.002 -0.003
Si 6.809 1.376 8.184 0.015 -0.003 0.001
Si 9.539 4.081 8.155 0.005 -0.002 -0.002
Si 6.808 6.796 8.162 0 0.001 -0.004
Si 9.537 9.525 8.151 0.001 0.007 -0.006
Si 6.807 12.24 8.172 -0.007 -0.007 0.005
Si 9.524 -1.358 8.172 -0.018 0 -0.007
Si 12.242 1.364 8.152 -0.004 0.001 -0.01
Si 14.953 4.087 8.15 -0.002 0.001 -0.005
Si 12.248 6.792 8.143 0.005 -0.002 -0.004
Si 14.958 9.503 8.169 0.001 -0.002 0.001
Si 12.246 12.239 8.151 0.001 0.008 -0.01
Si 14.949 -1.351 8.146 0.001 0.004 -0.003
Si 16.316 0 9.509 -0.003 -0.002 -0.003
Si 2.715 2.716 9.516 0.008 0.003 -0.004
Si 16.315 5.438 9.52 0.004 -0.003 -0.002
Si 2.711 8.158 9.524 -0.004 0 0
Si 16.315 10.872 9.525 -0.006 -0.003 0.002
Si 2.72 13.597 9.521 -0.003 0.001 -0.003
Si 5.449 0.002 9.531 0.011 0.009 -0.003
Si 8.174 2.733 9.529 -0.012 0.002 -0.001
Si 5.436 5.442 9.516 -0.003 -0.005 -0.006
Si 8.166 8.17 9.511 -0.002 0.004 -0.002
Si 5.44 10.886 9.53 0.001 0.004 0.003
Si 8.162 13.603 9.531 0.005 0.008 -0.001
Si 10.886 0.004 9.52 0.003 -0.009 -0.005
Si 13.601 2.724 9.514 0 -0.005 0
Si 10.892 5.442 9.517 -0.004 -0.001 -0.005
Si 13.596 8.149 9.523 0.002 0.001 0
Si 10.886 10.885 9.517 -0.003 -0.004 -0.002
Si 13.601 13.6 9.512 0.004 -0.002 -0.001
Si 17.676 -1.364 10.87 -0.002 0.008 -0.002
Si 4.082 1.361 10.878 -0.003 -0.013 0
Si 17.681 4.081 10.874 -0.003 -0.003 0
Si 4.078 6.803 10.879 0.003 0.001 0
Si 17.679 9.521 10.89 0.003 0.005 0.002
Si 4.077 12.24 10.892 0.009 -0.004 0.006
Si 6.799 -1.365 10.895 -0.002 -0.009 0.003
Si 9.526 1.359 10.886 -0.005 -0.001 -0.005
Si 6.798 4.087 10.876 0.011 0.006 0
Si 9.526 6.81 10.867 0.004 -0.008 -0.004
Si 6.802 9.525 10.879 -0.01 0.003 0.001
Si 9.523 12.239 10.883 -0.004 0.003 0
Si 12.24 -1.364 10.875 -0.009 0.009 -0.002
Si 14.962 1.36 10.872 0.001 0.008 0
Si 12.248 4.083 10.882 -0.001 -0.002 -0.002
Si 14.964 6.802 10.887 0.004 0.001 0
Si 12.242 9.523 10.875 0.002 -0.004 0
Si 14.958 12.237 10.875 0 -0.001 0.001
Si 2.727 -0.013 12.225 0.003 0.008 -0.003
Si 5.441 2.724 12.236 0.002 0.005 0.002
Si 2.715 5.446 12.237 -0.002 -0.005 0.001
Si 5.43 8.175 12.237 0.012 -0.004 0.002
Si 2.719 10.876 12.256 -0.003 -0.002 0.006
Si 5.439 -2.728 12.259 -0.007 0.011 0.007
Si 8.166 -0.006 12.245 0 0.003 -0.002
Si 10.887 2.722 12.24 -0.001 0.003 0.003
Si 8.152 5.46 12.22 -0.006 0.001 -0.002
Si 10.878 8.171 12.232 -0.007 0.005 0
Si 8.154 10.887 12.243 0.002 -0.004 0.003
Si 10.885 -2.726 12.243 -0.001 0 0.001
Si 13.603 -0.006 12.227 0 -0.015 -0.001
Si 16.328 2.716 12.23 0.003 -0.005 0.004
Si 13.609 5.442 12.245 0.002 0 0.008
Si 16.319 8.167 12.254 -0.001 -0.003 0.002
Si 13.603 10.879 12.238 0.001 0.003 0.003
Si 16.327 -2.732 12.232 0.002 0.002 -0.003
Si 17.697 1.349 13.575 0.006 -0.017 -0.002
Si 4.078 4.089 13.591 -0.001 0 0.01
Si 17.689 6.811 13.611 0.002 0.004 0.001
Si 4.076 9.518 13.626 0.004 -0.004 0.007
Si 17.679 12.236 13.614 -0.008 0.014 0.009
Si 4.065 -1.374 13.608 0.001 -0.001 0.005
Si 6.795 1.353 13.593 0.003 -0.004 0.009
Si 9.509 4.098 13.568 -0.01 0.013 -0.004
Si 6.798 6.823 13.584 -0.004 0.002 -0.003
Si 9.514 9.529 13.595 0.001 -0.009 0.005
Si 6.792 12.227 13.628 0.003 -0.001 0.008
Si 9.517 -1.379 13.606 0.005 -0.001 -0.002
Si 12.251 1.352 13.592 -0.005 0.005 0.005
Si 14.982 4.081 13.595 0.01 -0.012 0.005
Si 12.25 6.825 13.586 -0.005 -0.004 0.001
Si 14.963 9.536 13.614 -0.005 0.001 0.003
Si 12.247 12.232 13.604 0.002 -0.002 0.004
Si 14.958 -1.379 13.578 -0.001 0.013 0.001
Si 16.342 -0.032 14.909 0.004 0.006 -0.002
Si 2.727 2.711 14.941 -0.006 -0.012 0.003
Si 16.337 5.446 14.963 0.002 -0.007 -0.004
Si 2.715 8.165 15.001 -0.01 -0.004 0
Si 16.321 10.889 14.991 0 0.002 0.003
Si 2.719 -2.74 14.989 0.002 0.013 -0.003
Si 5.429 -0.011 14.952 0.001 -0.005 -0.007
Si 8.154 2.738 14.926 -0.004 0.009 -0.005
Si 5.426 5.479 14.934 0.011 0.006 0
Si 8.141 8.188 14.956 0 0.002 0.003
Si 5.427 10.871 15.004 -0.005 -0.007 0.001
Si 8.158 -2.734 14.985 0.003 0.003 0
Si 10.895 -0.024 14.945 -0.004 -0.007 0
Si 13.63 2.707 14.94 0.004 -0.004 0.009
Si 10.862 5.474 14.911 -0.006 0.004 -0.007
Si 13.595 8.185 14.969 -0.003 -0.004 0.001
Si 10.877 10.876 14.958 -0.002 0.005 0
Si 13.625 -2.743 14.962 0.005 0.005 -0.001
O 20.825 -1.285 32.225 0.193 -0.283 -0.015
O 19.011 -3.265 27.271 -0.364 -0.275 -0.298
O 8.174 -5.436 33.332 -0.273 -0.136 -0.304
O 10.937 -2.601 21.969 -0.087 -0.222 0.21
O 16.224 8.01 22.067 -0.148 -0.066 0.185
O 19.211 -0.697 30.257 -0.135 -0.566 0.052
O 4.493 -3.985 23.5 -0.373 -0.367 0.303
O 6.131 8.705 25.629 -0.401 -0.288 -0.291
O 7.131 9.681 23.289 0.45 0.265 0.184
O 13.456 10.767 22.258 -0.1 -0.026 0.265
O 4.413 1.395 23.347 0.256 0.055 -0.065
O 12.573 4.501 22.942 0.016 -0.113 0.349
O 17.147 -1.601 23.14 -0.24 -0.425 0.084
O 20.811 3.69 32.348 0.122 0.223 -0.456
O 5.398 8.065 22.217 -0.034 0.084 0.384
O 16.33 2.828 22.132 -0.137 0.18 0.434
O 17.857 4.918 22.736 -0.388 0.205 -0.021
O 10.051 7.065 22.965 0.048 0.078 0.397
O 15.103 -6.852 32.205 0.225 -0.442 -0.102
O 16.327 3.273 30.312 0.584 0.197 -0.617
O 8.171 0.122 33.201 -0.052 -0.042 -0.455
O 11.696 9.061 23.246 0.181 0.125 0.192
O 8.071 3.646 25.604 0.483 0.353 -0.308
O 20.665 3.302 27.812 0.124 0.097 -0.351
O 12.552 0.412 30.724 -0.204 -0.138 0.186
O 7.016 3.36 23.145 0.01 0.108 0.138
O 11.622 -3.962 26.027 -0.046 -0.329 -0.543
O 5.547 8.114 33.437 -0.111 0.216 -0.492
O 20.279 -1.025 27.264 -0.059 0.527 0.555
O 20.189 -6.695 32.36 -0.314 0.307 -0.112
O 16.361 8.711 25.203 -0.51 0.018 -0.411
O 10.043 -1.485 32.305 0.039 0.472 -0.145
O 14.923 3.769 32.39 -0.038 -0.337 -0.009
O 8.91 -1.302 24.026 0.393 0.065 0.096
O 11.538 -3.631 32.433 0.069 0.049 -0.295
O 12.389 -0.551 28.383 0.239 0.044 -0.606
O 11.032 2.69 33.383 0.161 0.046 -0.313
O 7.096 6.174 32.619 0.052 -0.391 0.048
O 17.326 1.806 32.27 0.187 0.187 -0.298
O 18.061 -4.473 32.183 0.545 -0.109 -0.27
O 6.878 -3.559 32.129 -0.547 0.441 0.018
O 9.3 4.231 32.375 -0.385 0.187 0
O 16.026 -2.53 25.323 0.313 -0.055 0.641
O 16.51 7.309 27.478 -0.459 -0.434 0.029
O 14.237 -4.291 25.984 0.221 -0.32 0.287
O 15.216 -4.118 23.417 0.58 -0.06 0.064
O 13.573 -2.355 24.356 0.015 -0.081 -0.476
O 14.938 2.384 25.292 0.064 -0.084 -0.045
O 5.471 -2.379 21.867 -0.084 0.268 0.296
O 6.544 -1.181 27.545 0.365 0.16 -0.332
O 7.417 -2.241 29.865 0.334 0.144 0.092
O 13.822 4.11 29.967 -0.417 0.385 0.195
O 7.943 1.233 24.548 0.139 -0.051 0.689
O 10.467 0.996 29.221 -0.041 -0.248 -0.201
O 18.772 -4.141 29.665 0.043 0.561 0.013
O 12.252 -0.628 22.992 0.161 0.421 -0.061
O 19.004 8.024 27.909 0.618 -0.181 0.214
O 20.581 1.238 31.39 -0.222 -0.025 0.202
O 16.157 0.08 24.941 0.235 0.119 0.04
O 9.421 4.654 27.545 0.049 0.172 -0.475
O 18.155 3.008 26.963 -0.358 -0.357 -0.035
O 18.388 5.526 27.371 0.655 -0.179 0.061
O 19.26 1.245 28.528 0.533 -0.02 0.308
O 18.696 -6.568 30.429 -0.301 -0.395 -0.236
O 10.871 8.716 30.207 0.293 0.733 0.104
O 11.46 -2.312 30.186 0.365 0.126 0.177
O 11.614 7.209 32.31 0.281 -0.085 -0.263
O 19.004 -0.04 22.18 0.098 -0.09 0.232
O 6.701 7.287 30.247 0.284 0.477 -0.26
O 5.036 -6.184 30.122 0.007 -0.148 0.317
O 17.832 6.463 29.701 0.631 -0.228 0.236
O 17.393 7.21 32.245 0.207 0.599 -0.155
O 19.694 -5.754 27.691 0.31 -0.28 -0.079
O 10.434 4.418 29.992 0.41 -0.055 0.157
O 16.407 4.536 25.818 -0.146 0.163 -0.044
O 20.467 7.726 30.351 -0.375 -0.34 0.146
O 8.046 7.912 27.118 0.086 -0.514 0.178
O 12.586 8.215 28.342 0.279 -0.4 -0.03
O 14.485 3.746 27.462 0.409 -0.03 0.193
O 13.158 0.995 33.112 0.08 -0.123 0.025
O 14.357 -1.083 32.196 -0.196 -0.348 -0.447
O 9.177 -3.932 23.18 -0.187 -0.546 0.17
O 12.294 6.734 24.327 0.302 0.221 0.436
O 4.975 -4.093 28.612 0.203 0.57 0.01
O 10.541 6.675 28.582 -0.309 -0.085 0.003
O 12.718 -5.581 27.736 -0.566 -0.039 0.173
O 11.333 -1.446 25.386 -0.3 0.445 0.121
O 10.258 8.038 25.348 0.29 -0.188 0.004
O 6.817 4.121 27.909 -0.039 0.195 -0.072
O 10.099 -7.013 32.588 0.092 0.16 -0.29
O 14.645 9.146 27.154 -0.174 -0.124 -0.369
O 8.601 2.19 27.767 0.275 -0.44 -0.284
O 6.535 2.028 32.387 0.45 0.025 -0.178
O 18.936 9.201 25.554 0.61 0.106 -0.244
O 9.17 -3.146 25.682 -0.367 -0.405 0.363
O 16.264 -2.672 33.087 0.142 0.218 -0.471
O 4.969 5.41 29.333 -0.471 -0.085 0.131
O 18.33 -1.385 25.498 0.387 0.23 -0.208
O 5.686 3.017 30.072 0.161 -0.347 -0.273
O 10.93 2.73 21.986 -0.188 -0.107 0.197
O 13.445 5.612 33.321 -0.164 -0.015 -0.171
O 18.923 0.042 33.361 0.025 -0.08 -0.323
O 18.956 4.686 25.029 0.526 -0.164 -0.027
O 10.513 -2.29 27.746 -0.699 -0.01 0.274
O 8.261 5.394 22.155 -0.148 0.154 0.254
O 17.824 -0.968 28.045 -0.469 0.019 -0.091
O 19.076 5.47 33.215 0.138 -0.038 -0.31
O 3.881 6.069 23.078 0.255 -0.301 0.214
O 13.402 -5.268 33.259 0.098 0.213 -0.509
O 14.955 1.253 31.196 -0.104 0.288 0.017
O 14.14 -6.447 29.722 -0.531 0.34 0.117
O 13.919 4.837 25.143 -0.353 0.211 0.502
O 12.062 4.545 28.013 0.102 0.193 -0.271
O 16.12 8.287 30.197 0.122 0.045 -0.328
O 6.462 -6.347 27.915 0.059 0.155 -0.003
O 6.152 -5.102 25.213 -0.015 -0.057 0.421
O 17.945 9.534 23.181 0.201 0.517 0.163
O 9.304 -3.647 31.012 0.12 -0.451 -0.177
O 5.167 -2.749 25.814 -0.274 -0.184 0.39
O 7.013 -0.3 22.621 -0.195 0.152 0.22
O 9.483 0.708 22.615 0.398 -0.298 0.35
O 8.47 9.921 25.562 0.164 0.592 0.127
O 19.886 1.482 25.946 -0.406 -0.127 -0.198
O 8.699 2.486 30.408 -0.246 -0.153 0.075
O 7.249 -4.814 29.825 0.348 -0.439 -0.267
O 17.05 0.765 29.832 -0.446 -0.207 -0.336
O 12.809 2.068 28.633 0.338 -0.154 -0.383
O 18.101 7.067 24.228 -0.382 -0.048 0.229
O 10.195 9.161 27.666 0.209 0.62 0.273
O 5.799 2.453 25.254 -0.119 0.343 0.408
O 13.012 -3.028 28.056 0.439 0.067 0.143
O 17.183 -6.486 27.404 -0.244 0.534 0.415
O 16.416 -5.379 30.398 -0.133 0.334 -0.371
O 5.456 -0.192 25.271 0.322 -0.16 -0.417
O 5.508 7.538 27.969 -0.36 -0.159 -0.463
O 6.965 -2.983 24.028 0.008 0.317 -0.276
O 9.127 7.182 31.363 -0.085 -0.089 0.129
O 5.495 -0.502 29.875 -0.207 -0.034 -0.12
O 13.487 0.155 25.168 -0.398 0.381 0.502
O 14.538 6.239 23.001 0.378 -0.178 0.123
O 7.924 5.025 30.411 -0.256 -0.014 -0.657
O 14.638 1.065 23.027 -0.246 -0.231 -0.057
O 15.605 5.802 30.894 -0.497 0.074 -0.008
O 7.957 0.204 29.309 -0.107 -0.056 -0.022

Results
total energy: -101655.042 eV
total energy less fixed offsets of O -438.35, Si -107.03 eV per atom: -1.842 eV
